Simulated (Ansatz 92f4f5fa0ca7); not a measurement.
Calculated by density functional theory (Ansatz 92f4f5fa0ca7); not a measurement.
Periodic cell of 221 atoms, Si132O88H1, from a study of silicon, its oxide and their interface. The atomic structure is a simulated model.
Doubt: the cutoff is far below the 930 eV that the study's wrapper takes by default for these files, so forces and energies are approximate.
This geometry differs little from another in the collection (a relaxation step or a small displacement).

Settings: functional PBE; potential files Ansatz PAW; basis plane waves; wave-function cutoff 580 eV; density cutoff ratio 5; exchange-correlation grid ratio 1; k mesh 1 x 1 x 1, Gamma-centred; self-consistency stop 5e-08 eV per atom in the density residual; occupations fixed; spin none; net charge +1 e, with a uniform compensating background and no finite-size correction.

Cell vectors (angstrom)
a, 10.938, 0, 0
b, 0, 10.938, 0
c, 0, 0, 32.2886

Atoms and the computed forces on them: element, x, y, z (angstrom), force x, y, z (eV/angstrom)
Si, -0.1235, 0.1948, 24.7515, -0.013, 0.0261, 0.0078
Si, 5.6848, -0.2796, 24.7243, 0.0119, -0.0189, 0.0252
Si, 2.4231, 2.9968, 24.9037, -0.0193, 0.0198, 0.0108
Si, 8.5379, 2.4401, 24.5847, 0.0126, -0.0182, 0.0397
Si, 0.1808, 5.2182, 24.9305, 0.0211, -0.0252, 0.0203
Si, 5.2888, 5.83, 24.8776, -0.0189, 0.0072, 0.0172
Si, 2.9282, 7.9463, 24.8489, 0.0289, -0.0048, 0.0272
Si, 7.8914, 8.4046, 24.9808, -0.0368, 0.0313, -0.0056
Si, 1.3333, 1.3748, 26.1857, -0.0115, 0.0082, -0.0028
Si, 6.8577, 1.376, 25.9659, 0.01, -0.011, -0.0181
Si, 4.1283, 4.1291, 26.0849, -0.0089, 0.01, -0.0108
Si, 9.5118, 4.028, 26.1147, 0.0152, -0.0105, -0.0101
Si, 1.366, 6.8122, 26.1914, 0.0017, -0.0138, -0.0151
Si, 6.7756, 6.8873, 26.3296, -0.0193, 0.0139, 0.0008
Si, 4.0717, 9.5907, 26.1026, 0.0111, -0.0057, -0.0075
Si, 9.6038, 9.5786, 26.0914, -0.0018, 0.0066, -0.0105
Si, 2.7293, 0.0094, 27.4976, 0.0026, -0.0013, -0.0089
Si, 8.2054, 0.0206, 27.454, -0.0075, -0.0006, 0.0093
Si, -0.0359, 2.7353, 27.5368, 0.0021, 0.0023, -0.0018
Si, 5.4958, 2.7256, 27.4285, -0.0025, 0.0045, 0.0013
Si, 2.7613, 5.4508, 27.5249, -0.0005, -0.0043, -0.0019
Si, 8.2021, 5.4471, 27.5107, -0.008, -0.0058, 0.0019
Si, -0.0048, 8.2124, 27.4977, 0.0007, 0.0012, -0.0006
Si, 5.3939, 8.2692, 27.5783, 0.0112, 0.0012, -0.0088
Si, 4.1018, 1.3673, 28.8703, 0.2232, 0.0828, -0.3083
Si, 9.5708, 1.3673, 28.8703, -0.2522, -0.1244, 0.1562
Si, 1.3673, 4.1018, 28.8703, -0.0211, -0.0251, 0.1012
Si, 6.8362, 4.1018, 28.8703, -0.0782, -0.2257, -0.1087
Si, 4.1018, 6.8362, 28.8703, -0.2455, 0.0164, 0.4455
Si, 9.5708, 6.8362, 28.8703, 0.0534, -0.0713, -0.0806
Si, 1.3673, 9.5708, 28.8703, 0.0151, 0.0065, -0.0297
Si, 6.8362, 9.5708, 28.8703, 0.0922, 0.3895, 0.0441
Si, 0, 0, 30.2376, -0.0451, -0.0049, -0.0252
Si, 5.469, 0, 30.2376, 0.1203, 0.0397, 0.0185
Si, 2.7345, 2.7345, 30.2376, -0.0317, 0.0354, -0.0272
Si, 8.2035, 2.7345, 30.2376, -0.0136, -0.0845, 0.0045
Si, 0, 5.469, 30.2376, 0.0659, 0.0336, 0.0125
Si, 5.469, 5.469, 30.2376, -0.0279, 0.0341, -0.034
Si, 2.7345, 8.2035, 30.2376, -0.0211, -0.1267, 0.0335
Si, 8.2035, 8.2035, 30.2376, -0.0367, -0.0016, -0.047
Si, 1.3673, 1.3673, 31.6048, 0.0071, -0.0388, -0.0129
Si, 6.8362, 1.3673, 31.6048, -0.0353, 0.0612, -0.0094
Si, 4.1018, 4.1018, 31.6048, 0.017, 0.0083, -0.0125
Si, 9.5708, 4.1018, 31.6048, -0.0392, -0.0106, -0.0396
Si, 1.3673, 6.8362, 31.6048, -0.0327, 0.0611, -0.0003
Si, 6.8362, 6.8362, 31.6048, 0.024, -0.0121, -0.0163
Si, 4.1018, 9.5708, 31.6048, -0.0114, 0.0147, -0.0434
Si, 9.5708, 9.5708, 31.6048, 0.0347, -0.0263, -0.0166
Si, 2.7345, 0, 0.6835, 0.0325, -0.0329, 0.0247
Si, 8.2035, 0, 0.6835, -0.0226, 0.01, 0.004
Si, 0, 2.7345, 0.6835, 0.0053, 0.0369, 0.0134
Si, 5.469, 2.7345, 0.6835, 0.0345, -0.0555, 0.0163
Si, 2.7345, 5.469, 0.6835, -0.0146, 0.0217, 0.0166
Si, 8.2035, 5.469, 0.6835, 0.0279, 0.0154, 0.0241
Si, 0, 8.2035, 0.6835, -0.0039, -0.0447, 0.0262
Si, 5.469, 8.2035, 0.6835, -0.0327, 0.0038, 0.0119
Si, 4.1018, 1.3673, 2.0507, 0.0137, 0.0913, -0.0241
Si, 9.5708, 1.3673, 2.0507, -0.0075, -0.0473, 0.0343
Si, 1.3673, 4.1018, 2.0507, -0.0265, -0.0452, 0.0397
Si, 6.8362, 4.1018, 2.0507, -0.0106, 0.0262, -0.0095
Si, 4.1018, 6.8362, 2.0507, 0.059, -0.0069, 0.024
Si, 9.5708, 6.8362, 2.0507, -0.0492, 0.0383, -0.0145
Si, 1.3673, 9.5708, 2.0507, -0.0234, 0.0259, -0.0259
Si, 6.8362, 9.5708, 2.0507, 0.0522, -0.0133, 0.0443
Si, 0, 0, 3.418, 0.2723, 0.0541, -0.136
Si, 5.469, 0, 3.418, -0.1084, 0.1449, 0.0667
Si, 2.7345, 2.7345, 3.418, 0.1888, -0.0946, -0.0485
Si, 8.2035, 2.7345, 3.418, 0.0271, 0.16, 0.0169
Si, 0, 5.469, 3.418, -0.0118, -0.0241, 0.1877
Si, 5.469, 5.469, 3.418, -0.1499, -0.0492, -0.0932
Si, 2.7345, 8.2035, 3.418, -0.1256, -0.0243, 0.156
Si, 8.2035, 8.2035, 3.418, 0.1178, -0.163, -0.393
Si, 1.4132, 1.3457, 4.7926, -0.0095, -0.0017, -0.0067
Si, 6.8068, 1.4156, 4.7816, 0.0048, -0.0033, 0.0146
Si, 4.079, 4.116, 4.8004, -0.0014, -0.0155, 0.0052
Si, 9.5863, 4.0839, 4.8119, -0.0117, -0.0024, -0.0124
Si, 1.3814, 6.8109, 4.8176, -0.0109, -0.0016, 0.0228
Si, 6.8588, 6.8208, 4.7432, -0.0467, -0.0253, 0.0227
Si, 4.0699, 9.6034, 4.79, -0.0025, 0.0065, -0.0017
Si, 9.6207, 9.5193, 4.7314, 0.0182, 0.0247, 0.0218
Si, 2.7381, -0.0175, 6.2637, -0.0022, -0.0106, -0.0063
Si, 8.2802, 0.0435, 5.9908, -0.004, 0.0103, -0.0567
Si, 0.0966, 2.7598, 6.1578, 0.0146, -0.0063, 0.0065
Si, 5.4534, 2.7791, 6.2058, -0.0118, -0.011, -0.0038
Si, 2.7119, 5.4525, 6.2455, -0.001, 0.0102, -0.0168
Si, 8.1868, 5.4435, 6.1589, 0.0031, 0.0237, 0.0126
Si, 0.018, 8.1671, 6.1866, 0.0094, 0.0055, -0.0004
Si, 5.4511, 8.2039, 6.0526, 0.0063, -0.0141, -0.004
Si, 3.846, 1.6686, 7.5219, -0.0113, 0.0261, 0.0114
Si, 9.9442, 1.0518, 7.2945, 0.0383, -0.0046, 0.055
Si, 1.5661, 3.8895, 7.6702, 0.01, -0.0398, 0.021
Si, 6.5731, 4.3993, 7.5297, -0.0049, 0.0064, 0.0051
Si, 4.3528, 6.6509, 7.4269, 0.0022, 0.017, -0.0051
Si, 9.2605, 7.094, 7.4322, 0.0109, -0.0121, -0.0299
Si, 1.1624, 9.686, 7.5853, -0.0325, 0.0026, 0.0005
Si, 7.1071, 9.3911, 7.1757, 0.0112, -0.072, 0.0712
O, 1.3223, 4.1381, 24.4173, 0.0019, 0.0049, 0.0077
O, 6.837, 9.5268, 24.3892, 0.0113, -0.0107, 0.009
O, 2.7042, 2.7451, 8.0614, -0.0063, 0.0256, -0.0079
O, 8.155, 8.2747, 7.7246, -0.023, 0.0392, -0.0544
O, 5.4648, 5.552, 7.9633, 0.0181, 0.0047, -0.0063
O, 0.0175, -0.0973, 7.9569, 0.0051, -0.0167, -0.0094
O, 4.1101, 6.8884, 24.3864, 0.003, -0.0065, 0.0051
O, 9.6832, 1.2929, 24.2657, 0.0068, -0.0122, 0.001
O, 1.6697, 8.9698, 9.0175, 0.0332, -0.0202, 0.022
O, 0.8933, 4.4027, 9.1117, 0.0005, -0.0003, -0.0088
O, 9.2497, 1.7822, 8.6117, 0.0122, -0.0117, -0.0246
O, 6.6406, 10.0331, 8.693, 0.0917, 0.0796, 0.2486
O, 4.5744, 1.1544, 8.9279, 0.005, -0.0001, -0.0108
O, 3.7752, 7.3709, 8.7805, -0.007, 0.0042, 0.0005
O, 7.1745, 3.8491, 8.9627, -0.0025, -0.0039, -0.0187
O, 9.5667, 6.6687, 8.9794, 0.0014, -0.0092, 0.0205
O, 2.9069, 2.2689, 23.5032, -0.0008, -0.0016, -0.0002
O, 5.0988, 0.1752, 23.2577, 0, 0.0014, -0.0092
O, 8.1576, 2.9903, 23.0735, -0.0017, 0.0048, -0.0188
O, 10.3709, 5.7702, 23.5787, -0.0019, 0.001, -0.0069
O, 8.2971, 7.486, 23.6936, 0.0002, 0.0025, 0.0056
O, 2.2596, 8.4829, 23.4456, -0.0072, 0.0017, -0.0116
O, 6.1681, 5.4646, 23.5192, 0.0072, 0.0019, -0.0072
O, 0.6408, 10.5823, 23.3855, 0.0033, -0.0064, -0.0082
Si, 3.04, 8.4237, 9.7644, 0.0121, 0.0302, 0.0002
Si, 7.5285, 3.9758, 10.5463, 0.0043, 0.0052, 0.0158
Si, -1.1869, 3.8736, 15.9013, -0.0014, -0.0005, 0.0008
Si, 3.3826, 2.9571, 22.1059, -0.0011, 0.0028, -0.0095
Si, 7.0239, 0.663, 19.7587, 0.0008, -0.0012, -0.0011
Si, 12.3051, -5.7526, 17.4618, 0.0029, 0.0035, 0.0048
Si, 2.683, 9.4792, 20.2521, 0.0052, -0.0025, -0.0028
Si, 9.2702, 6.3134, 14.8173, 0.0046, 0.0046, -0.0036
Si, 2.6476, 11.1669, 17.6597, 0.0004, 0.0002, 0.0035
Si, -2.118, 9.886, 17.7973, 0, 0.0012, 0.0042
Si, 4.7501, 0.371, 21.6824, 0.0002, -0.0065, -0.0039
Si, 9.3797, 12.4741, 10.197, 0.0109, 0.0244, -0.0037
Si, 4.4069, 11.2458, 10.2955, -0.019, -0.0176, -0.009
Si, 3.3274, 1.7427, 12.8502, 0.0086, -0.0003, 0.0029
Si, 9.0497, 8.5142, 12.902, -0.0064, -0.003, -0.0196
Si, 0.9861, 9.145, 22.6692, 0.0056, 0.0077, -0.0097
Si, -0.1441, 0.8973, 16.4331, -0.0011, -0.0043, 0.0012
Si, -1.1693, 0.2613, 13.8688, -0.0001, -0.0041, -0.0039
Si, 0.3311, 13.1084, 12.1519, -0.0108, 0.006, -0.0011
Si, 5.5801, 5.0546, 22.0512, -0.0052, 0, -0.0101
Si, 6.8764, 4.8933, 15.3482, 0.0002, 0.0014, -0.0002
Si, 5.2739, 4.2612, 12.7271, -0.0073, 0.0019, -0.0013
Si, 4.5802, 11.2663, 15.4236, 0.0038, -0.0022, -0.0003
Si, 4.0969, 6.6744, 20.0332, 0, 0.0015, 0.0024
Si, 4.3907, 5.1131, 17.3371, -0.0019, -0.0005, 0.0082
Si, -0.8098, 7.0473, 17.8337, -0.0004, -0.0015, 0.0018
Si, 4.9599, 12.9922, 17.819, 0.0007, -0.0002, 0.0029
Si, 3.1005, 6.3216, 12.0991, 0.0038, -0.0047, 0.0009
Si, 7.9147, 3.1287, 21.4571, 0.0016, -0.0053, -0.0076
Si, 9.5904, 7.0054, 22.8667, -0.0042, -0.0032, -0.0096
Si, 9.6751, 5.4307, 20.4038, 0.003, -0.0035, -0.0042
Si, 11.8431, 4.8523, 10.7032, -0.0012, -0.0023, 0.0089
Si, -3.5444, 9.9594, 14.9567, 0.0031, -0.0015, -0.0063
Si, 1.7233, 4.6801, 20.3471, 0.0012, -0.0027, 0.0045
Si, 7.1296, 10.6586, 10.0455, -0.106, 0.0097, -0.1883
Si, 9.3861, 6.5434, 10.5838, -0.0067, 0.0251, 0.018
O, 8.3027, 5.3626, 10.9097, -0.0102, -0.0157, -0.0027
O, 9.8909, -1.0183, 12.8356, -0.0011, 0.0013, 0.0028
O, 19.4232, 13.6236, 10.9155, 0.0051, -0.0033, -0.0042
O, 2.7942, 5.8708, 20.558, 0.0017, 0.0019, 0.0014
O, -2.8532, 4.0466, 16.1716, 0.0015, -0.002, -0.0025
O, -4.7221, 15.0618, 14.0557, 0.0028, -0.0008, 0.0015
O, 0.3088, 5.3172, 20.7842, -0.0047, 0.0033, 0.0021
O, 3.5204, 11.9887, 11.3879, 0.01, -0.0126, -0.0149
O, -1.0888, 7.3578, 13.7235, 0.0005, -0.0012, 0
O, -0.0348, 6.1501, 11.0314, 0.0071, -0.0039, 0.0036
O, 1.6846, 4.2783, 18.7736, 0.0031, -0.0052, -0.0053
O, 7.8757, 1.6623, 20.7338, 0, 0.0026, 0.0014
O, 3.8787, 0.7867, 14.0271, -0.0014, 0.0012, -0.0031
O, 2.2525, 10.0593, 18.7789, -0.0002, -0.0019, 0.0003
O, 1.3045, 9.1529, 21.0647, -0.0038, 0.0002, 0.0069
O, 10.9021, 1.3676, 10.743, -0.0118, -0.0021, -0.0087
O, 9.8369, 0.185, 17.5209, 0, -0.0008, -0.0019
O, 9.6984, 8.5712, 18.2438, 0.0004, 0.0005, -0.0029
O, 4.4325, 1.9453, 21.3881, 0.0003, 0.0015, 0
O, 2.958, 18.6564, 11.2319, -0.0003, 0.0095, -0.0145
O, 6.5463, 3.9997, 21.2812, -0.001, 0.0017, 0.0003
O, 9.0581, 3.9485, 20.6348, -0.0002, -0.0009, 0.0005
O, 3.7165, 8.2467, 20.0132, -0.0022, 0.0021, -0.0014
O, 0.8223, 6.7171, 17.8117, 0.0021, 0.0005, -0.0046
O, 3.4089, -0.4187, 21.2595, 0.0018, 0.0037, 0.0017
O, 1.3426, 11.9669, 17.0717, 0.0019, 0.0002, -0.0021
O, 1.707, 12.7924, 12.9409, 0.0031, 0.0019, 0.0125
O, 0.3019, 3.7191, 11.7061, 0.0011, 0.0005, -0.003
O, 9.9146, 4.8124, 14.5461, 0.0002, -0.0028, 0.0007
O, 2.4355, 16.1111, 11.1293, 0.0014, 0.0032, 0.0001
O, -14.2396, 6.2041, 14.7263, -0.0047, -0.0034, 0.0008
O, 5.952, 11.1472, 10.9829, 0.0747, -0.0301, -0.0062
O, -2.6959, 11.2831, 14.4661, -0.0004, 0.0006, 0.0003
O, 10.8552, 10.9348, 15.0616, 0.0016, 0.0009, 0.0018
O, 5.5981, 5.3676, 16.258, 0.0026, 0.0004, -0.0042
O, 4.5041, 6.2308, 18.5109, 0.0016, -0.0002, -0.0012
O, 13.7822, 5.2305, 16.6695, -0.0013, 0.0001, -0.0041
O, 9.0282, 6.5253, 21.4191, -0.0013, 0.0059, 0.006
O, 3.4772, 10.5188, 16.3841, -0.0009, -0.0008, -0.0007
O, -0.3571, 8.2703, 22.8017, -0.002, -0.0021, -0.0001
O, 5.3208, 6.3395, 21.0672, 0.0036, -0.0054, 0.004
O, 5.8008, -0.6843, 15.0421, -0.0044, 0.0023, 0.0014
O, 2.0984, 3.3297, 21.1727, 0.0058, -0.0027, 0.0036
O, -3.2778, 8.8603, 13.7361, 0.0009, 0.0027, 0.0091
O, 2.2924, 6.6132, 13.4829, 0, 0, 0.0001
O, 3.6337, 1.2989, 18.3945, -0.0006, -0.0007, -0.0036
O, 4.164, 4.3395, 22.4235, -0.0009, 0.001, 0.0003
O, 5.9593, -0.1192, 20.7116, -0.0024, 0.0014, 0.0017
O, -1.3448, 6.8318, 16.3175, 0.001, 0.0024, 0.0018
O, 0.0825, 4.4384, 16.7892, -0.0025, 0.0004, -0.0034
O, -0.8769, 1.6884, 13.1357, 0.0006, 0.0022, -0.0037
O, 4.6131, 5.7512, 12.4657, -0.004, -0.0024, 0.0001
O, -1.4948, 5.9773, 18.8758, -0.0014, -0.0019, 0.0006
O, 4.0437, 14.1321, 12.8908, 0.0072, 0.0026, 0.0017
O, 6.2869, 1.5898, 18.6266, 0.0037, -0.0022, -0.0002
O, -2.9904, 9.5153, 16.4393, 0.0003, -0.0013, 0.0011
O, 10.0785, 2.2895, 15.9469, 0.0003, 0.0019, -0.0016
O, 8.8545, 7.914, 11.3663, 0.0244, -0.0173, 0.0179
O, 15.628, 3.643, 17.968, 0.0003, -0.0013, -0.003
O, 3.9752, 9.737, 9.9871, -0.0303, -0.0099, -0.0036
O, 8.6096, 0.0537, 10.4643, -0.1001, -0.0411, -0.0291
O, 6.1702, 3.8559, 11.4236, 0.0085, -0.0025, -0.005
O, 7.8803, -0.5205, 19.0219, -0.0012, 0.0013, -0.0023
O, 5.1428, 12.5837, 16.2291, -0.0002, 0.0006, 0.0006
H, 2.6161, 6.1936, 14.2962, -0.0001, 0.0001, -0.0002

Results
free energy: -133981.723 eV
free energy less fixed offsets of H -15.97, O -568.88, Si -635.61 eV per atom: -3.793 eV

The program warned: the cutoff lies below the one the program advises for these potential files; the exchange-correlation potential is rough where the density is thin.
